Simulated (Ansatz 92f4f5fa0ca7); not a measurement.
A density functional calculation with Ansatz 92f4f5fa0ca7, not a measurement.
Periodic cell of 223 atoms, Si132O90As1, from a study of silicon, its oxide and their interface. The atomic structure is a simulated model.
Doubt: the cutoff is far below the 930 eV that the study's wrapper takes by default for these files, so forces and energies are approximate.
This geometry differs little from another in the collection (a relaxation step or a small displacement).

Settings
functional: PBE
potential files: Ansatz PAW
basis: plane waves
wave-function cutoff: 580 eV
density cutoff ratio: 5
exchange-correlation grid ratio: 1
k mesh: 1 x 1 x 1, Gamma-centred
self-consistency stop: 5e-08 eV per atom in the density residual
occupations: fixed
spin: none
net charge: +1 e, with a uniform compensating background and no finite-size correction

Cell vectors (angstrom)
a 10.938 0 0
b 0 10.938 0
c 0 0 32.1988

Atoms: element, x, y, z (angstrom)
Si 10.5971 0.2143 24.8417
Si 5.7166 10.6978 24.7158
Si 2.4834 2.9192 24.6225
Si 8.4035 2.4194 24.768
As 0.2342 5.1818 24.9007
Si 5.1652 5.7444 24.6659
Si 2.998 8.0441 24.5373
Si 7.9333 8.4494 24.7005
Si 1.3339 1.3789 26.0157
Si 6.8317 1.311 26.1099
Si 4.0438 4.115 25.9746
Si 9.5259 3.9514 26.1823
Si 1.4924 6.9266 26.0524
Si 6.7718 6.8568 25.9971
Si 4.1086 9.5463 26.0014
Si 9.4541 9.5796 26.1291
Si 2.726 -0.0027 27.3386
Si 8.1506 -0.0177 27.555
Si 0.043 2.674 27.5237
Si 5.435 2.7501 27.3555
Si 2.7458 5.448 27.448
Si 8.1685 5.5022 27.3701
Si -0.0385 8.2035 27.3876
Si 5.4469 8.1952 27.4425
Si 4.0834 1.3649 28.7425
Si 9.5626 1.337 28.8616
Si 1.3637 4.1089 28.834
Si 6.8244 4.0914 28.7463
Si 4.1067 6.8312 28.8124
Si 9.5593 6.8212 28.7687
Si 1.3747 9.5717 28.7417
Si 6.7856 9.5444 28.8611
Si 0.0196 -0.0321 30.1771
Si 5.4246 0.0118 30.1671
Si 2.7446 2.7214 30.1618
Si 8.1911 2.7487 30.1544
Si -0.0238 5.4683 30.1644
Si 5.4831 5.4552 30.1602
Si 2.7226 8.2115 30.1375
Si 8.2012 8.1807 30.1741
Si 1.379 1.3533 31.5408
Si 6.8227 1.3751 31.5065
Si 4.1176 4.0858 31.5287
Si 9.5583 4.0981 31.5348
Si 1.3561 6.8481 31.4972
Si 6.8457 6.816 31.5503
Si 4.0771 9.5716 31.533
Si 9.578 9.5474 31.5363
Si 2.7375 -0.0074 0.7287
Si 8.1965 0.0071 0.6667
Si -0.0046 2.7269 0.6987
Si 5.4849 2.7259 0.7074
Si 2.7364 5.4901 0.6559
Si 8.2123 5.4507 0.7284
Si 0.0123 8.1846 0.7036
Si 5.4661 8.2083 0.6957
Si 4.1321 1.3591 2.0788
Si 9.5583 1.349 2.0582
Si 1.3777 4.1301 2.0253
Si 6.8495 4.0762 2.0902
Si 4.1017 6.8304 2.0574
Si 9.5866 6.8302 2.0766
Si 1.3779 9.5409 2.0771
Si 6.8319 9.5982 2.0508
Si -0.0125 -0.0341 3.4012
Si 5.4949 0.0072 3.4844
Si 2.7717 2.7859 3.371
Si 8.1964 2.6898 3.4675
Si 0.0293 5.4698 3.445
Si 5.4761 5.4658 3.4182
Si 2.768 8.2014 3.4618
Si 8.2062 8.2279 3.3884
Si 1.3883 1.393 4.6307
Si 6.847 1.3451 4.926
Si 4.1532 4.0851 4.8128
Si 9.5804 4.0797 4.7732
Si 1.4149 6.8279 4.8342
Si 6.8224 6.8899 4.7337
Si 4.1364 9.5747 4.8586
Si 9.552 9.5502 4.8009
Si 2.746 0.1179 6.0577
Si 8.207 -0.0647 6.2795
Si 0.0287 2.667 6.0498
Si 5.4739 2.7262 6.3003
Si 2.8161 5.475 6.1922
Si 8.1743 5.4827 6.041
Si 0.0102 8.1867 6.1615
Si 5.5291 8.2201 6.24
Si 3.8357 1.5712 7.6128
Si 9.8409 1.138 7.4657
Si 1.6262 3.7968 7.3208
Si 6.6555 4.4171 7.4856
Si 4.4086 6.6308 7.5572
Si 9.3637 6.9495 7.4144
Si 1.1449 9.9201 7.2957
Si 7.1559 9.2286 7.681
O 8.3073 8.0875 7.9179
O 2.7153 2.7345 7.9572
O 9.5316 1.3382 24.2352
O 4.0795 6.8748 24.0903
O 0.0336 0.0239 7.9616
O 5.5304 5.5084 8.0362
O 6.8311 9.5807 24.2206
O 1.3507 4.0746 24.087
O 3.8644 7.3823 8.939
O 0.8017 4.3738 8.6014
O 9.8115 6.1753 8.8025
O 2.1308 9.382 8.4852
O 7.5205 3.9272 8.7965
O 4.2676 0.9201 9.0706
O 6.7237 9.5631 9.2248
O 9.2121 1.8551 8.8042
O 7.7292 3.1545 23.4842
O 10.322 5.7853 23.5127
O 5.0738 0.4306 23.3784
O 5.8674 5.071 23.3508
O 3.1169 2.2235 23.2727
O 2.3441 8.7469 23.1946
O 8.6 7.8085 23.3432
O 0.253 10.3103 23.5887
Si 4.385 1.57 22.435
Si 3.4872 7.9321 14.0205
Si 7.1156 0.9579 14.659
Si 0.9625 9.3466 22.5016
Si 1.1824 4.3121 11.881
Si 6.2637 8.9638 15.3068
Si 0.6767 1.3717 12.2879
Si 8.6384 4.9495 20.4838
Si 0.3276 5.7172 9.3638
Si 5.0997 3.125 17.9304
Si 0.8842 3.7461 16.7347
Si 10.4043 2.8425 19.2113
Si 5.2811 1.1849 10.3524
Si 0.8722 0.1715 19.8177
Si 6.6429 9.4627 10.8684
Si 9.3268 9.6733 18.3036
Si 9.3904 9.2472 12.5613
Si 6.5776 3.8413 22.55
Si 2.4417 8.0685 9.3777
Si 10.5905 7.3704 17.0638
Si 2.5083 6.2929 16.5674
Si 10.1741 4.4932 14.1836
Si 6.1314 9.1815 18.501
Si 7.9687 2.5724 9.5833
Si 8.8791 2.1456 12.4511
Si 5.3326 6.245 18.0571
Si 3.9154 0.5551 19.4412
Si 4.2785 3.8432 12.0458
Si 5.5404 6.6033 12.1321
Si 8.0084 2.5032 17.2112
Si 4.3584 2.4812 14.9582
Si 1.5375 1.2148 15.249
Si 1.5676 9.4179 12.0385
Si 8.0487 6.8533 13.8592
Si 10.3798 9.8392 15.4735
Si 9.784 7.0159 22.5526
Si 8.1082 5.4925 17.3907
O 6.044 7.9632 11.2863
O 6.0087 9.2044 16.8869
O 7.6775 1.3648 13.1898
O 0.8943 1.7504 13.8583
O 9.4258 6.2617 16.8652
O 6.7559 6.2064 13.1327
O 5.1318 4.6598 18.6059
O 9.2252 2.1564 18.2701
O 2.3583 0.088 19.0682
O 9.4017 10.2306 16.7498
O 2.7895 4.4381 11.709
O 5.0584 10.3221 19.0996
O 9.424 3.2403 13.4945
O 0.4546 1.7596 19.9528
O 3.1516 1.3651 15.0599
O 8.1787 5.4 19.0114
O 3.8884 6.5982 17.3846
O 4.575 3.2858 16.3788
O 9.0591 5.668 14.3066
O 5.4624 2.7477 22.1187
O 10.6689 4.1505 15.6824
O 0.3438 3.8667 18.2752
O 10.4114 10.5156 19.2019
O 9.6426 10.0295 14.017
O 10.9688 8.0504 22.1628
O 1.1886 2.1616 16.5247
O 9.7365 3.7457 20.4095
O 8.1311 4.0339 16.6818
O -0.0427 9.1046 11.8965
O 6.5822 2.4168 18.0057
O 5.5825 10.7217 11.1973
O 7.7416 9.5897 18.8333
O 10.0275 1.0277 12.0538
O 1.3146 6.9586 9.0463
O 0.6236 4.7675 13.3491
O 5.7 7.6225 18.9765
O 5.2378 5.0873 11.5118
O 2.7119 6.9891 15.1094
O 0.909 2.7503 11.4593
O 0.8575 10.6887 15.5436
O 2.4012 8.5877 10.9063
O 4.6963 2.4334 11.2674
O 4.2549 3.5125 13.6742
O 2.2003 4.6833 16.478
O 10.7064 8.2533 15.6879
O 6.9298 10.2907 14.6645
O 2.3398 8.9573 13.4185
O 8.0306 1.5233 15.9033
O 4.123 6.9957 12.8467
O 4.1715 2.0115 18.7154
O 7.2964 4.4332 21.242
O 8.4064 2.931 11.104
O 1.177 6.8636 17.3523
O 5.6511 1.5734 14.7583
O 8.1291 9.7598 11.5819
O 9.2329 6.2752 21.2357
O 8.957 7.7176 12.8483
O 1.6511 0.1234 11.871
O 6.6405 6.1509 17.0573
O 7.3967 7.8016 15.0362
O 1.1859 10.2682 21.1995
O 10.0283 8.1995 18.3467
O 3.9254 0.8539 21.0657
O 0.3451 5.3453 10.93
O 6.6935 1.5769 9.6315
O 4.7766 8.7069 14.6704

Results
free energy: -139958.599 eV
free energy less fixed offsets of As -4856.12, O -568.88, Si -635.61 eV per atom: -2.759 eV

Forces (eV/angstrom), in the order of the atoms: element, x, y, z
Si -0.0334 0.0166 0.069
Si 0.0433 -0.0575 0.2815
Si -0.1274 0.1733 0.1033
Si 0.0582 0.0145 0.1207
As 0.0192 0.1828 0.5041
Si 0.001 0.0139 0.0663
Si -0.0695 -0.0065 0.1101
Si 0.0033 0.0086 0.2525
Si -0.0219 0.0131 -0.0402
Si 0.0011 -0.0281 -0.0344
Si -0.0259 0.0023 -0.0526
Si -0.0155 0.0487 0.0108
Si -0.1193 -0.032 0.0036
Si 0.001 0.0112 0.0068
Si 0.0316 -0.0145 -0.0156
Si -0.0181 0.0029 -0.0068
Si 0.0144 -0.003 0.0261
Si -0.0092 -0.0279 -0.0839
Si -0.0386 0.0272 -0.0292
Si 0.003 -0.0053 0.0202
Si -0.022 0.0263 -0.0019
Si -0.0116 -0.0702 0.003
Si 0.0772 0.013 -0.0158
Si 0.0367 0.0395 -0.0537
Si -0.0136 0.0064 -0.0293
Si 0.0504 0.0116 0.0352
Si 0.0228 0.0055 0.0304
Si -0.0061 0.0603 -0.0191
Si -0.012 -0.0551 0.0179
Si -0.0169 0.0071 0.0085
Si -0.0406 0.001 -0.0185
Si -0.0301 -0.0112 0.0103
Si -0.0066 -0.0004 -0.0073
Si 0.0225 -0.0163 -0.0151
Si -0.0015 0.0037 -0.0039
Si -0.0059 -0.0144 -0.009
Si 0.0084 -0.008 -0.0158
Si 0.0063 0.0024 0.0009
Si 0.0063 0.0035 0.0039
Si 0.0051 0.0068 -0.0177
Si -0.0084 0.0059 -0.0059
Si 0.0062 0.0025 0.0038
Si -0.0055 0.0112 -0.0064
Si 0.006 0.0054 0.0021
Si 0.0027 -0.0042 0.0047
Si -0.0073 -0.0174 -0.0074
Si -0.0071 -0.0053 -0.0017
Si 0.0077 0.0041 -0.002
Si 0.0034 0.0021 -0.0022
Si -0.0041 -0.0109 0.0043
Si 0.0088 0.0057 0.0001
Si -0.004 0.0032 -0.0033
Si -0.0059 -0.0054 0.0066
Si 0.0009 0.0055 -0.0004
Si -0.0035 -0.0002 -0.0021
Si 0.0061 0.0032 0.0022
Si -0.0141 0.0055 0.0059
Si -0.0009 0.0043 -0.0005
Si 0.0119 -0.0015 0.0149
Si -0.0053 0.0132 -0.0015
Si -0.0099 -0.0065 -0.0018
Si 0.0045 -0.0063 0.0063
Si -0.0129 0.007 0.0016
Si 0.0112 -0.0025 0.005
Si -0.0217 -0.0374 -0.0297
Si 0.0176 -0.0003 0.0285
Si 0.0237 0.0486 -0.0476
Si -0.017 -0.0274 0.0203
Si 0.0121 0.009 0.0093
Si -0.0076 -0.011 -0.0137
Si 0.0193 0.0008 0.0248
Si -0.0056 0.0185 -0.0352
Si 0.002 0 0.0398
Si 0.0002 0.0055 -0.0259
Si -0.0112 -0.0074 0.0144
Si 0.0042 0.0065 -0.0094
Si -0.0062 -0.0097 -0.011
Si 0.0021 -0.0051 0.0111
Si -0.0092 -0.0035 -0.0298
Si 0.0114 0.0063 0.0161
Si -0.0072 -0.0137 0.022
Si 0.0027 0.005 0.0084
Si -0.0003 0.0047 0.0163
Si 0.0085 0.0072 0.01
Si -0.0004 -0.0045 0.0058
Si -0.0014 -0.0008 0.0222
Si 0.0033 0.0076 0.0067
Si -0.0049 0.0005 0.021
Si -0.0154 0.0255 -0.0627
Si 0.0123 -0.0281 -0.0457
Si 0.029 -0.0061 -0.0367
Si -0.0205 -0.0065 -0.0518
Si 0.0047 -0.0183 -0.0426
Si -0.001 0.0081 -0.0389
Si -0.0145 0.0042 -0.04
Si 0.0179 -0.0076 -0.0753
O -0.005 0.0039 -0.0054
O -0.0053 0.0043 0.0005
O 0.0024 -0.0109 -0.0238
O 0.0104 -0.0462 -0.0141
O -0.0035 0.002 0.0001
O 0.0016 0.0051 -0.0037
O -0.0051 0.0216 -0.1981
O 0.3798 -0.3713 -0.0986
O -0.0273 0.0263 0.0305
O -0.0234 0.0282 0.0317
O 0.0269 -0.0229 0.0294
O 0.0285 -0.0347 0.0375
O 0.0298 -0.0344 0.0426
O 0.0324 -0.0166 0.0633
O -0.015 0.0051 0.0877
O -0.0342 0.0292 0.0366
O -0.0595 0.022 -0.0592
O -0.1528 0.0776 -0.3612
O -0.0631 0.0763 -0.1092
O 0.0279 -0.036 -0.0521
O 0.0438 -0.0656 -0.1516
O -0.0293 0.0467 -0.0704
O 0.0032 0.0136 -0.0529
O 0.0337 -0.0247 -0.0476
Si -0.0006 0.0634 0.0803
Si -0.0026 -0.0003 -0.0048
Si 0.005 0.0063 -0.001
Si 0.0137 -0.0686 0.0776
Si -0.0097 0.0152 -0.0012
Si -0.0062 -0.0017 0.0052
Si 0.0026 0.0011 0.0134
Si 0.0132 0.0928 0.0576
Si -0.0163 -0.0017 -0.0296
Si -0.0016 -0.0054 -0.0059
Si -0.008 0.002 0.0078
Si -0.0103 0.0129 0.0353
Si -0.0074 -0.0106 -0.0293
Si 0.0239 -0.0162 0.0302
Si -0.0105 0.0154 -0.0359
Si 0.0129 0.0066 0.0026
Si -0.0091 0.0056 0.0035
Si 0.0199 0.0117 0.0419
Si 0.0131 0.0002 -0.0351
Si -0.0085 0.0023 0.0035
Si 0.0023 0.0056 -0.007
Si 0.0026 -0.006 -0.0014
Si -0.0061 0.0064 -0.0121
Si 0.01 0.0168 -0.0362
Si -0.0098 0.0118 -0.0111
Si 0.0121 -0.0053 -0.0113
Si -0.0198 0.0002 0.0269
Si 0.0027 -0.0114 0.0071
Si 0.002 0.009 0.0119
Si 0.0105 0.0054 0.0014
Si 0.0029 0.0114 -0.0066
Si -0.0029 0.0023 -0.0041
Si 0.016 -0.0128 -0.0045
Si -0.003 -0.0005 0.002
Si -0.0066 -0.0004 -0.0023
Si 0.0596 -0.0725 0.0155
Si 0.0027 -0.0159 0.0445
O -0.0065 -0.0234 0.0008
O 0.001 -0.0005 -0.0059
O -0.0073 -0.0067 0.0038
O 0.0044 -0.0022 0.0077
O 0.0078 0.0047 -0.0049
O 0.0106 -0.0005 -0.0026
O -0.0028 0.0043 0.0061
O -0.0175 -0.0021 -0.0105
O 0.0118 0.0019 -0.0021
O 0.0023 -0.0018 -0.0065
O 0.0023 -0.0027 -0.0119
O 0.0115 -0.0113 0.0077
O 0.0044 0.0087 -0.001
O -0.0082 0.0029 0.0033
O -0.0016 -0.0019 -0.0004
O 0.0034 -0.01 -0.0164
O -0.0056 -0.0005 0.0059
O -0.0014 -0.0005 -0.0028
O 0.0009 0.0007 -0.005
O -0.0181 -0.022 -0.0005
O 0.0003 0.0026 0.0037
O 0.0123 0.0038 -0.0145
O -0.0204 -0.0055 -0.0048
O 0.0026 0.0026 0.0053
O 0.0051 0.0214 -0.0067
O 0.0023 -0.0014 -0.0017
O 0.0184 -0.0364 -0.0262
O -0.0027 -0.0056 -0.0011
O -0.0097 0.0013 -0.0101
O 0.0015 0.0016 0.006
O 0.0008 -0.01 -0.0001
O -0.003 -0.0012 0.0113
O 0.0037 -0.0022 -0.0111
O 0.0003 0.0007 -0.0028
O -0.0094 0.001 0.0061
O -0.0025 0.001 0.0134
O 0.0008 0.0055 -0.0129
O -0.0024 -0.0031 0.0038
O -0.0023 -0.0091 -0.0099
O 0.0016 0.0018 0.0013
O -0.014 0.0199 0.034
O -0.0103 0.0294 0.0073
O -0.0002 -0.009 0.0124
O 0.0019 0.0001 0.0022
O 0.0022 0.0017 -0.0048
O -0.0026 -0.0034 -0.0038
O 0.006 -0.0042 0.0044
O -0.0041 -0.0047 -0.0042
O -0.0082 0.0053 -0.0031
O 0.0091 0.0136 -0.001
O 0.016 0.0151 -0.0281
O 0.0154 -0.0049 0.0359
O 0.0038 -0.0026 0.0055
O 0.0003 -0.0033 0.0003
O 0.0257 -0.0041 0.0052
O -0.0645 -0.0673 -0.0922
O -0.0025 -0.0073 -0.0059
O -0.0055 0.0062 -0.0115
O -0.0085 0.0029 -0.0018
O -0.003 0.0052 0.0001
O -0.003 0.0542 -0.0629
O 0.0038 -0.0027 -0.0059
O -0.012 -0.0377 -0.084
O 0.0113 -0.0209 0.0304
O -0.0125 -0.0064 -0.0012
O 0.0062 0.0022 0.0004

The program warned: the cutoff lies below the one the program advises for these potential files; the exchange-correlation potential is rough where the density is thin.
